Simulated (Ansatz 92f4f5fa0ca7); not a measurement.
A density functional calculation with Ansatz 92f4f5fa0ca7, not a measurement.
Periodic cell of 252 atoms, Si144O100N8, from a study of silicon, its oxide and their interface. The atomic structure is a simulated model.

Settings
functional: r2SCAN
potential files: Ansatz PAW
basis: plane waves
wave-function cutoff: 800 eV
density cutoff ratio: 5
exchange-correlation grid ratio: 1
k mesh: 1 x 1 x 1, shifted by 0.5 0.5 0 of a step
self-consistency stop: 1e-10 eV per atom in the density residual
occupations: fixed
spin: none
net charge: 0

Cell vectors (angstrom)
a	10.887	0	0
b	0	10.887	0
c	0	0	35.4332

Atoms: element, x, y, z (angstrom)
Si	-0.3796	0.3029	-0.125
Si	2.4157	3.0441	0.0028
Si	0.2242	5.283	-0.0005
Si	2.9608	7.9233	0.1407
Si	5.7	-0.1871	0.1409
Si	8.2864	2.5232	0.1718
Si	5.135	5.6927	0.0913
Si	7.8602	8.4667	0.0657
Si	1.2831	1.379	1.2224
Si	4.0085	4.104	1.3854
Si	1.3508	6.7984	1.3985
Si	4.1055	9.5257	1.3997
Si	6.8035	1.3411	1.5109
Si	9.5252	4.1314	1.3318
Si	6.7437	6.8518	1.3634
Si	9.4973	9.5827	1.3121
Si	-0.0234	2.7259	2.693
Si	2.676	0.0366	2.6261
Si	-0.0272	8.2055	2.6748
Si	2.6957	5.4554	2.793
Si	5.3925	2.7448	2.7379
Si	8.1926	-0.0082	2.8113
Si	5.429	8.1792	2.7965
Si	8.1472	5.482	2.6744
Si	1.3317	4.0641	4.0927
Si	4.0307	1.3547	4.0594
Si	1.3562	9.5577	4.0366
Si	4.0663	6.8183	4.133
Si	6.7996	4.1102	4.0598
Si	9.5389	1.3912	4.1126
Si	6.8059	9.5185	4.1359
Si	9.5095	6.8266	4.0513
Si	0.025	0.0237	5.4353
Si	2.6952	2.7053	5.4403
Si	-0.0253	5.447	5.4307
Si	2.6974	8.1969	5.4503
Si	5.416	0.0064	5.4455
Si	8.1562	2.7482	5.4494
Si	5.4524	5.4546	5.4483
Si	8.1631	8.1485	5.4581
Si	1.3482	1.3783	6.8375
Si	4.0905	4.0589	6.7566
Si	1.3471	6.8018	6.7947
Si	4.0746	9.5286	6.8334
Si	6.7974	1.3647	6.7981
Si	9.5221	4.0963	6.8323
Si	6.8128	6.7924	6.831
Si	9.5456	9.5292	6.7551
Si	-0.0039	2.7398	8.2261
Si	2.712	0.0195	8.1783
Si	-0.0397	8.1589	8.134
Si	2.74	5.4054	8.1106
Si	5.4411	2.7371	8.1462
Si	8.2112	-0.003	8.1212
Si	5.4605	8.1562	8.1936
Si	8.1597	5.4344	8.206
Si	1.4035	4.1186	9.5579
Si	4.0833	1.4034	9.5129
Si	1.308	9.5255	9.4687
Si	4.1285	6.6851	9.498
Si	6.812	4.0399	9.5499
Si	9.5001	1.349	9.5624
Si	6.8869	9.5332	9.5068
Si	9.4965	6.8341	9.5445
Si	-0.0357	-0.042	10.9044
Si	2.7762	2.7591	10.946
Si	0.0174	5.5176	10.8666
Si	2.6811	8.0774	10.677
Si	5.5581	0.0934	10.7773
Si	8.1011	2.6642	10.964
Si	5.5075	5.3681	10.9699
Si	8.1412	8.142	10.9815
Si	1.4084	1.3016	12.1885
Si	4.2176	4.0073	12.4195
Si	1.3506	6.9338	12.222
Si	4.2404	9.3768	11.7549
Si	6.6973	1.3567	12.4542
Si	9.5519	4.0873	12.1481
Si	6.8087	6.7402	12.4044
Si	9.455	9.5476	12.3481
Si	-0.0241	2.6694	13.4644
Si	3.0564	-0.1443	13.0824
Si	0.0753	8.3764	13.71
Si	2.7695	5.5043	13.4513
Si	5.3935	2.6445	14.1172
Si	8.0086	-0.0848	13.785
Si	5.2449	8.2196	13.4697
Si	8.3069	5.3529	13.7001
Si	1.3296	4.1632	14.616
Si	4.1065	0.5605	15.0423
Si	1.9258	9.6807	14.7409
Si	3.5995	7.1832	14.8553
Si	7.2421	3.9165	15.3301
Si	9.3275	1.5616	14.8623
Si	6.434	9.4282	15.0978
Si	10.0474	6.5032	14.8711
Si	15.394	-13.4351	18.5965
Si	-13.0424	2.6673	21.7434
Si	-0.4615	-10.6068	32.2705
Si	-19.5233	4.2788	24.0696
Si	-3.7136	-14.5477	19.311
Si	9.7356	30.3109	24.0662
Si	13.4163	6.1342	19.072
Si	19.7713	4.931	28.2653
Si	21.0828	35.8051	24.4497
Si	5.7513	8.8488	26.5136
Si	5.5901	11.0867	17.711
Si	12.686	-2.4941	17.2547
Si	-4.5097	0.8904	22.0196
Si	16.6767	4.1077	28.6263
Si	33.7061	-1.7509	30.4414
Si	23.5812	-7.1103	17.47
Si	10.2699	32.3638	16.9494
Si	2.5784	3.8816	21.0237
Si	29.4157	-11.3076	28.0427
Si	8.5863	-2.8351	16.8546
Si	19.1955	1.9427	17.634
Si	-0.1785	6.023	17.8029
Si	6.077	6.6594	16.6373
Si	-10.0806	-7.2398	28.3135
Si	13.7736	-1.5807	32.9129
Si	19.4564	-6.2688	19.5011
Si	-6.5929	1.7062	19.8205
Si	3.3916	3.9618	26.6921
Si	30.7441	0.4632	25.5039
Si	12.1681	7.0525	25.0517
Si	13.9811	10.9449	29.6177
Si	19.1062	-1.6442	21.3487
Si	20.6781	0.4152	19.7553
Si	15.1909	6.6562	29.6848
Si	10.3234	-4.2558	30.5988
Si	7.6669	10.8526	31.0219
Si	12.1841	-8.6714	30.8366
Si	-6.0165	0.4225	27.4027
Si	3.5387	-3.7898	26.9288
Si	26.9487	-1.7514	31.2353
Si	14.811	1.2348	33.375
Si	-1.3739	-4.9086	25.6349
Si	12.4632	1.6121	19.7249
Si	27.6201	24.2856	31.2204
Si	5.963	11.1928	24.7922
Si	20.0533	6.6027	33.351
Si	17.8435	4.3211	33.4297
Si	12.7676	5.069	30.626
O	24.9988	-5.3493	26.8729
O	-1.5009	1.4616	35.0351
O	3.8994	3.2399	20.2583
O	16.2382	3.0977	29.809
O	-2.3774	-3.0559	34.1559
O	11.502	-15.9948	31.3264
O	5.0652	7.3961	26.3843
O	5.0884	0.6336	34.3175
O	19.6524	-6.794	21.0045
O	4.0261	-4.0907	35.0512
O	7.4708	3.0833	34.3203
O	14.0107	2.4251	34.1104
O	2.3102	8.6143	34.2472
O	22.659	3.475	24.3934
O	2.8612	10.9257	33.0807
O	-1.6692	9.865	20.2179
O	11.188	5.362	15.0238
O	10.4904	11.566	15.6741
O	2.1108	3.492	15.9027
O	4.9706	11.8899	25.8877
O	6.5044	3.7587	32.004
O	7.0421	11.8149	17.8507
O	1.9978	16.7759	24.1678
N	7.0919	-2.9158	15.964
O	7.4947	0.8254	24.9219
N	13.2236	8.1744	15.5766
O	5.5081	1.1362	20.6915
O	19.1821	3.3026	18.5537
N	5.8121	-3.6304	18.2435
O	14.0964	19.8312	17.8404
O	-5.1784	5.0382	34.1529
O	8.141	5.3756	33.242
O	11.5657	20.5076	17.2737
O	-3.5727	16.5203	19.5456
O	-8.285	10.9674	15.7155
O	22.2168	-2.7587	24.1392
O	6.7543	5.1528	16.409
O	-1.0954	16.4954	19.085
O	6.355	0.5947	28.0536
O	21.9752	12.6205	31.9352
O	-1.764	-1.3581	16.5066
N	5.3752	10.5876	16.0249
O	3.6452	-3.6447	19.5282
O	15.532	1.8652	32.0826
O	23.197	26.7141	29.0767
O	7.2746	-0.4452	21.8683
N	-1.1383	-14.9594	16.5612
N	-1.2945	11.6977	18.0934
O	13.3256	1.1068	30.641
O	10.9255	-22.4839	31.1161
O	11.3946	0.4382	19.9185
O	9.4592	18.0397	31.8645
O	-11.8827	1.7992	25.3342
O	8.2072	-0.4976	29.5556
O	-3.6228	13.1112	22.2444
O	12.5856	13.2484	18.2649
O	-2.5219	7.8907	18.44
O	26.4008	-9.4623	18.2361
O	3.3814	3.7192	25.0943
O	16.3218	11.5486	23.3135
O	9.1549	-9.3354	20.6682
O	5.362	-1.1073	18.7214
O	15.7297	14.4781	27.3738
O	14.5409	-9.9838	28.3425
O	9.5311	20.8812	24.7788
O	23.7027	9.8541	29.281
O	12.2336	-8.0462	20.766
O	13.7772	-6.027	18.0671
O	19.865	-3.6306	24.7652
O	-1.1421	2.7406	22.9619
O	16.2138	-16.1708	29.0196
O	8.6602	5.9247	27.0065
O	-4.1033	-1.2821	35.0148
O	6.9284	-9.5055	30.8997
O	4.5996	-1.1707	27.2658
O	3.2598	-4.9817	30.6872
O	-1.7587	-13.1132	22.5585
O	28.871	-1.8561	27.4352
O	5.2141	7.7114	30.4917
O	22.145	-6.366	17.48
O	21.0473	3.9718	27.8357
O	24.1743	7.787	25.9873
O	13.0411	5.3418	20.4397
O	10.857	10.7003	33.7762
O	26.2161	-1.9626	32.6673
O	12.944	-2.1585	31.6511
O	9.4217	-6.3756	24.9117
O	27.7725	20.4649	25.0765
O	7.2572	8.0796	20.6947
O	19.709	11.1	32.1211
O	23.7741	-7.6118	27.2626
O	12.2113	4.168	34.9265
O	10.4771	16.9497	34.1458
O	-7.3981	-14.3317	28.5188
N	8.3383	13.4713	15.9805
O	13.7159	-17.7864	22.5952
O	9.3718	-5.1103	29.5864
O	11.0702	7.8876	29.8734
O	4.3502	10.2152	30.3401
O	4.5685	6.6142	16.0543
O	18.3229	4.1584	28.4613
O	8.8181	0.1404	27.0891
O	32.8446	-15.4779	25.988
N	1.2578	-3.8917	18.167
O	23.7946	3.5981	31.291
O	2.9528	0.8512	20.0886
O	17.5379	9.6986	31.5216
O	22.3768	2.4508	29.392

Results
free energy: -152233.146 eV
free energy less fixed offsets of N -386.36, O -570.45, Si -639.56 eV per atom: -0.626 eV

Forces (eV/angstrom), in the order of the atoms: element, x, y, z
Si	0.0256	0.0147	0.2275
Si	-0.0383	-0.0318	0.2121
Si	-0.0349	-0.0125	0.1891
Si	0.009	0.0161	0.1745
Si	-0.0099	-0.0622	0.1932
Si	0.064	0.008	0.1611
Si	0.0084	0.05	0.1871
Si	-0.0181	-0.0051	0.2008
Si	-0.0159	0.0105	-0.026
Si	-0.006	0.0255	0.0213
Si	0.0288	-0.0149	-0.0144
Si	0.005	-0.0299	-0.0255
Si	0.0177	0.0047	0.0323
Si	-0.005	-0.0243	0.0001
Si	-0.0176	-0.0036	0.0035
Si	-0.0195	-0.0001	-0.0006
Si	0	0.0139	0.0537
Si	0.0134	-0.0064	0.0261
Si	-0.0045	-0.013	0.0207
Si	-0.0116	0.0118	0.0634
Si	0.0039	-0.0144	0.0078
Si	-0.0144	0.0012	0.0656
Si	-0.0042	0.0191	0.047
Si	0.0015	0.0009	0.0345
Si	-0.004	0.0061	-0.0134
Si	-0.004	-0.0197	-0.0134
Si	0.0067	0.0209	-0.0266
Si	-0.0049	-0.0003	-0.0077
Si	-0.0074	0.0096	-0.0097
Si	0.0027	-0.0018	-0.0097
Si	0.0016	-0.0033	-0.0045
Si	0.0041	0.0082	-0.0153
Si	-0.0045	-0.0115	0.0008
Si	-0.0001	0.0237	-0.0002
Si	0.0053	-0.003	0.0053
Si	-0.0081	0.0018	-0.0002
Si	0.0012	0.0016	0.0078
Si	0.0066	-0.0129	0.0118
Si	-0.0199	0.0165	-0.0045
Si	-0.0018	0.0101	0.002
Si	0.0169	-0.0248	0.003
Si	-0.0143	-0.0043	0.004
Si	0.0059	0.0066	-0.0091
Si	-0.0158	-0.0197	0.0094
Si	-0.0038	-0.0049	0.001
Si	0.0094	0.0214	0.0125
Si	0.0031	0.0055	0.0224
Si	0.011	0.024	0.0053
Si	-0.0166	0.0178	-0.0046
Si	-0.0092	0.0216	0.0002
Si	0.0179	0.0169	-0.0103
Si	0.0177	0.0082	-0.0057
Si	-0.0157	-0.0056	0.0083
Si	-0.0051	-0.0469	-0.0006
Si	-0.0251	0.0158	0.0043
Si	0.0053	-0.0222	-0.0099
Si	0.0192	0.0045	-0.0116
Si	-0.0154	-0.0347	0.0049
Si	0.0274	-0.0167	-0.0058
Si	-0.0367	0.0237	0.0049
Si	0.0102	0.0308	0.0168
Si	0.0081	0.0135	0.0133
Si	-0.017	0.0034	0.0114
Si	-0.0067	0.0093	-0.0073
Si	0.0238	-0.0632	0.0164
Si	0.0048	0.0237	0.0031
Si	-0.0588	-0.0362	0.0069
Si	0.0698	0.0291	-0.0144
Si	-0.0258	-0.0747	-0.0377
Si	0.0863	0.0333	0.0202
Si	-0.0602	0.0095	0.0328
Si	0.0043	0.0571	0.026
Si	0.0347	-0.0031	-0.1283
Si	-0.0216	0.0312	-0.1026
Si	0.0787	-0.0258	-0.019
Si	-0.0835	0.1609	-0.1061
Si	-0.0229	0.0057	0.0411
Si	0.0066	-0.0022	-0.055
Si	-0.0334	-0.0344	-0.0433
Si	0.0021	0.0327	-0.0019
Si	-0.0175	0.0003	-0.0445
Si	-0.0734	-0.0015	-0.1431
Si	0.0065	0.2057	-0.0172
Si	0.0004	-0.0513	-0.0109
Si	-0.0565	0.0325	0.0379
Si	-0.0233	-0.1196	-0.0106
Si	-0.0398	-0.0287	0.143
Si	-0.0426	0.0419	-0.0573
Si	-0.0479	0.0433	-0.1643
Si	0.081	-0.0362	0.2022
Si	0.029	-0.1685	-0.0694
Si	-0.0478	-0.0256	-0.0739
Si	-0.1353	0.0359	-0.1151
Si	0.0457	-0.088	0.011
Si	0.1383	0.0992	-0.1445
Si	0.0164	-0.0777	-0.0467
Si	0.0404	-0.0887	-0.148
Si	-0.0198	0.046	-0.2617
Si	0.0074	-0.0567	0.2448
Si	0.0183	0.0054	-0.1471
Si	-0.1057	-0.0014	-0.2841
Si	-0.0374	-0.0024	-0.1525
Si	0.0365	0.1896	-0.1853
Si	-0.0014	0.0484	0.1914
Si	-0.0099	0.0066	-0.1288
Si	0.0121	0.0022	0.0759
Si	0.0191	-0.056	-0.1938
Si	0.0134	-0.0235	-0.3605
Si	0.048	0.003	-0.2306
Si	0.0142	0.0036	0.2032
Si	0.0168	-0.0041	0.2097
Si	0.024	0.0912	-0.2227
Si	0.0578	-0.0392	-0.2683
Si	-0.0101	-0.0203	-0.271
Si	0.0168	0.0016	0.2242
Si	-0.0212	0.0107	0.0075
Si	-0.0566	0.0777	-0.2326
Si	0.038	0.1076	-0.1393
Si	-0.094	0.0198	-0.0679
Si	-0.0135	0.0091	0.191
Si	0.0047	-0.0161	0.2376
Si	-0.0188	0.0496	-0.2561
Si	-0.0106	-0.0235	-0.289
Si	0.0171	-0.0279	0.056
Si	-0.0223	-0.0314	0.0057
Si	-0.004	-0.0391	0.0057
Si	-0.0266	-0.0632	0.1486
Si	-0.0608	-0.0383	-0.3155
Si	0.0558	0.0045	-0.2149
Si	0.0057	-0.0031	0.2098
Si	-0.0121	0.0484	0.2126
Si	-0.0141	0.0314	0.1919
Si	-0.0238	-0.0518	0.1794
Si	-0.0475	0.0086	0.1477
Si	0.0312	0.0135	0.141
Si	-0.0398	0.0073	0.2245
Si	0.0299	0.0031	0.236
Si	0.0004	-0.0293	0.0622
Si	0.0146	0.0159	-0.145
Si	-0.0148	-0.0208	0.2813
Si	-0.0167	0.0061	-0.0576
Si	-0.0132	-0.0128	0.2986
Si	0.0125	0.0348	0.234
Si	-0.0251	-0.0045	0.1713
O	-0.0098	-0.0057	-0.0497
O	0.0031	-0.0112	-0.0928
O	-0.0005	0.0568	0.093
O	-0.0284	0.0296	-0.1458
O	0.0474	-0.04	-0.1507
O	0.0042	-0.0163	-0.0799
O	0.0129	-0.0221	-0.0606
O	-0.0271	0.0924	-0.1541
O	0.0222	-0.0501	0.1777
O	0.0074	-0.0219	-0.0742
O	-0.0723	0.0182	-0.1223
O	0.0446	-0.036	-0.1661
O	-0.0221	0.0403	-0.1511
O	-0.017	-0.037	0.0339
O	-0.0341	-0.0185	-0.1014
O	-0.0352	-0.051	0.0998
O	0.0389	-0.0031	0.0842
O	-0.0063	-0.021	0.2047
O	-0.0214	-0.0223	0.1648
O	-0.0211	0.0377	-0.0511
O	-0.032	-0.0465	-0.1545
O	0.0649	0.023	0.0911
O	-0.0092	0.0338	0.0101
N	0.0156	-0.129	0.0414
O	0.0106	0.0233	0.0087
N	-0.1275	-0.0168	0.2009
O	0.0708	-0.0303	0.1473
O	-0.0009	0.0352	0.1119
N	0.0326	0.0016	0.0697
O	-0.0567	-0.019	-0.0078
O	0.0165	-0.0549	-0.1445
O	0.0101	-0.0158	-0.0941
O	-0.0045	0.0941	0.0318
O	0.0401	-0.0889	0.0825
O	0.1065	0.0482	-0.0066
O	0.0172	0.0343	0.0131
O	0.0238	0.0251	0.071
O	-0.0053	-0.0416	0.0986
O	-0.0015	0.0084	-0.0452
O	0.021	0.0691	-0.0831
O	0.0327	0.0812	0.048
N	-0.177	0.025	-0.0035
O	0.013	-0.0424	0.0194
O	0.0288	0.0241	-0.1539
O	-0.0201	-0.0313	-0.1247
O	-0.0317	0.0293	0.0959
N	0.0744	-0.0827	0.0905
N	0.0246	-0.01	0.1047
O	0.0183	-0.0052	-0.0553
O	0.0123	-0.0292	-0.107
O	-0.0216	-0.0114	0.064
O	0.0394	0.0243	-0.1886
O	0.01	-0.0193	0.0321
O	0.0026	-0.0244	-0.1787
O	-0.0305	0.0201	0.1039
O	0.0039	-0.0987	0.1118
O	0.0096	0.0458	0.0523
O	-0.0388	0.083	0.1631
O	0.0152	-0.015	0.0136
O	-0.0481	-0.0096	0.1337
O	-0.0246	0.0609	0.1434
O	-0.0021	0.0146	0.0064
O	-0.0426	-0.0254	-0.0789
O	0.0378	0.0461	-0.1021
O	0.0223	0.0215	0.0424
O	0.0169	0.0157	-0.1015
O	-0.0074	0.0428	0.1126
O	0.0279	-0.0141	0.0621
O	-0.0345	-0.0021	0.014
O	0.0555	0.0017	0.1508
O	0.025	-0.0186	-0.0782
O	0.013	0.0189	-0.0745
O	0.0151	0.0002	-0.0813
O	0.0228	-0.0207	-0.0883
O	0.0021	-0.0358	-0.0601
O	0.0304	0.0039	-0.0565
O	0.091	-0.0421	0.1857
O	-0.0061	-0.043	-0.0517
O	-0.0044	-0.0631	-0.1
O	-0.0609	-0.0377	0.0565
O	-0.001	-0.0232	-0.0714
O	-0.0054	0.0276	-0.0324
O	-0.0208	-0.0766	0.1691
O	-0.0173	0.0098	-0.2394
O	0.0456	-0.0214	-0.1044
O	-0.0469	-0.0193	-0.1376
O	-0.0307	0.016	0.0034
O	0.0023	-0.0217	-0.0227
O	0.055	0.1028	0.2199
O	-0.0635	-0.0047	-0.0724
O	0.0255	-0.0212	-0.0714
O	0.0227	0.0061	-0.0735
O	-0.0309	0.0626	-0.1435
O	-0.0318	0.0398	-0.1051
N	0.1185	-0.0319	0.1213
O	0.0054	0.023	0.2102
O	-0.0422	-0.0651	-0.1395
O	0.0027	-0.0018	-0.085
O	-0.0059	0.0544	-0.107
O	0.1201	0.0272	0.0559
O	0.0354	-0.0133	-0.0619
O	0.0508	0.0129	-0.0627
O	0.01	0.0024	0.0096
N	-0.0078	-0.0748	0.1114
O	0.0076	-0.0046	-0.0594
O	0.0107	-0.0265	0.0575
O	0.0271	0.0002	-0.0562
O	-0.0237	0.0343	-0.1341

The program warned: the cutoff lies below the one the program advises for these potential files; the forces do not sum to zero within the program's tolerance; empty levels may hold ghost states of the PAW files; the exchange-correlation potential is rough where the density is thin.
